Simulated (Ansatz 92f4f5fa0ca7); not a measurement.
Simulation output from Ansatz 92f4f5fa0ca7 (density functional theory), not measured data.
Periodic cell of 259 atoms, Si165O94, from a study of silicon, its oxide and their interface. The atomic structure is a simulated model.
Doubt: the cutoff is far below the 930 eV that the study's wrapper takes by default for these files, so forces and energies are approximate.
This geometry differs little from another in the collection (a relaxation step or a small displacement).

Settings: functional PBE; potential files Ansatz PAW; basis plane waves; wave-function cutoff 580 eV; density cutoff ratio 5; exchange-correlation grid ratio 1; k mesh 1 x 1 x 1, Gamma-centred; self-consistency stop 5e-08 eV per atom in the density residual; occupations fixed; spin none; net charge 0.

Cell vectors (angstrom)
a, 10.938, 0, 0
b, 0, 10.938, 0
c, 0, 0, 38.3604

Atoms and the computed forces on them: element, x, y, z (angstrom), force x, y, z (eV/angstrom)
Si, 0, 0, 0.683, 0.0398, -0.0169, -0.0298
Si, 5.469, 0, 0.683, 0.0161, -0.059, 0.022
Si, 2.7345, 2.7345, 0.683, -0.029, 0.0185, 0.0168
Si, 8.2035, 2.7345, 0.683, -0.0788, -0.0269, -0.0237
Si, 0, 5.469, 0.683, -0.0344, 0.0099, 0.0194
Si, 5.469, 5.469, 0.683, -0.0237, 0.0808, -0.0325
Si, 2.7345, 8.2035, 0.683, 0.0175, 0.033, -0.0163
Si, 8.2035, 8.2035, 0.683, 0.0041, 0.0255, 0.0171
Si, 1.3673, 1.3673, 2.0503, -0.1884, 0.0264, 0.0022
Si, 6.8362, 1.3673, 2.0503, 0.0795, 0.0026, -0.1009
Si, 4.1018, 4.1018, 2.0503, -0.0142, 0.1363, -0.0399
Si, 9.5708, 4.1018, 2.0503, -0.0888, 0.026, 0.0554
Si, 1.3673, 6.8362, 2.0503, -0.0085, 0.0572, -0.1128
Si, 6.8362, 6.8362, 2.0503, -0.0437, -0.1593, -0.0195
Si, 4.1018, 9.5708, 2.0503, 0.0117, -0.0159, 0.0859
Si, 9.5708, 9.5708, 2.0503, 0.1705, 0.0431, -0.1214
Si, 2.7345, 0, 36.3089, -0.2713, -0.2457, 0.0527
Si, 8.2035, 0, 36.3089, -0.1474, -0.1692, 0.1068
Si, 0, 2.7345, 36.3089, -0.2693, 0.2349, 0.0203
Si, 5.469, 2.7345, 36.3089, 0.0825, 0.1696, -0.131
Si, 2.7345, 5.469, 36.3089, 0.1642, 0.2178, 0.1376
Si, 8.2035, 5.469, 36.3089, 0.2163, -0.0924, -0.245
Si, 0, 8.2035, 36.3089, 0.145, -0.2115, 0.1853
Si, 5.469, 8.2035, 36.3089, 0.2471, -0.0462, -0.1361
Si, 4.1018, 1.3673, 37.6762, 0.0192, -0.035, -0.0612
Si, 9.5708, 1.3673, 37.6762, -0.0153, 0.0719, -0.0052
Si, 1.3673, 4.1018, 37.6762, 0.0467, -0.0638, -0.026
Si, 6.8362, 4.1018, 37.6762, -0.0176, -0.0711, -0.0079
Si, 4.1018, 6.8362, 37.6762, -0.0171, -0.0355, 0.0151
Si, 9.5708, 6.8362, 37.6762, 0.1088, -0.1178, 0.0215
Si, 1.3673, 9.5708, 37.6762, -0.0074, 0.1123, 0.0415
Si, 6.8362, 9.5708, 37.6762, -0.0418, 0.0631, 0.0302
Si, 2.6689, 2.0313, 26.3065, -0.0034, 0.0002, 0.0033
Si, 4.6225, -3.4509, 24.4454, 0.0006, 0.0008, 0.0001
Si, 7.6637, 2.4976, 20.926, -0.0031, 0.0022, 0.004
Si, 8.1885, 5.8996, 28.6692, -0.0048, 0.0051, 0.0066
Si, 0.1908, 1.1911, 30.4911, 0.0103, -0.02, 0.0035
Si, 8.3382, 3.648, 26.6627, 0.0008, 0.0014, -0.0005
Si, 7.0621, 11.9358, 27.8346, -0.0062, 0.0078, -0.0008
Si, 11.3469, 10.1431, 23.9588, -0.0013, -0.0015, 0.0012
Si, 2.7524, -2.1642, 28.5286, -0.003, -0.002, -0.0154
Si, 1.9205, 4.4954, 28.1379, 0.0002, -0.0004, 0.0038
Si, 5.0844, 3.0813, 31.0359, -0.0009, 0.0017, 0.0037
Si, 11.728, -0.3973, 27.0215, -0.0037, -0.002, 0.0084
Si, 0.3661, 8.5289, 30.5001, 0.0013, 0.0067, 0.0061
Si, 10.1597, 6.2397, 23.9629, -0.0007, 0.0016, 0.0007
Si, 6.5979, 7.2194, 17.7825, -0.0006, 0.0024, 0.0007
Si, 10.7951, 15.0942, 17.3677, -0.001, 0.0037, -0.0025
Si, 1.3903, -1.3763, 32.3603, 0, -0.0014, -0.0016
Si, 7.6394, 0.1219, 31.0039, -0.002, -0.0083, -0.0022
Si, -0.0587, 3.5065, 30.4202, -0.0013, 0.0022, 0.0019
Si, 8.782, 4.964, 30.7779, -0.0012, 0.0043, 0.0048
Si, 2.4149, 7.2811, 20.3597, -0.0004, 0.0016, 0.0034
Si, 6.9678, 4.0569, 32.1315, -0.0013, -0.0005, 0.004
Si, -0.4989, 10.3299, 29.0421, -0.003, 0.0018, -0.0004
Si, 5.3983, 8.4142, 30.7899, -0.0082, -0.0067, -0.0122
Si, 4.0267, 1.5328, 32.4775, 0, 0.0004, 0.0051
Si, 9.4688, 1.0739, 32.2026, -0.0055, 0.0155, 0.0063
Si, 1.4657, 4.1668, 32.1597, 0.0024, -0.0031, 0.0045
Si, 10.5249, 5.6141, 26.894, 0.0008, 0.0011, -0.0008
Si, 4.2077, 6.7534, 32.018, 0.0002, 0.0023, 0.0042
Si, 9.7741, 6.8931, 31.8754, -0.0042, -0.0049, 0.0013
Si, 2.438, 11.2906, 31.2219, -0.0093, 0.0057, 0.0024
Si, 6.7055, 9.4884, 32.3776, 0.0076, 0.0083, 0.0102
Si, -0.0942, -0.1342, 33.6852, 0.0052, -0.0008, 0.0021
Si, 5.4209, 0.0226, 33.6768, -0.0041, -0.001, 0.0055
Si, 2.6047, 2.8092, 33.7351, 0.0009, -0.0038, 0.0022
Si, 8.2946, 2.7009, 33.5242, 0.0007, -0.0062, 0.0015
Si, 0.0933, 5.5923, 33.465, -0.0023, 0.0033, 0.0016
Si, 5.577, 5.4673, 33.4994, -0.001, -0.0043, -0.0019
Si, 2.8262, 8.1061, 33.5177, 0.0015, 0.0027, 0.0016
Si, 8.2808, 8.1115, 33.4547, -0.0007, 0.003, -0.0025
Si, 1.2892, 1.3205, 34.979, -0.0011, 0.0002, 0.0024
Si, 6.8738, 1.3871, 34.941, 0.0045, -0.0024, -0.0014
Si, 4.1222, 4.1527, 34.9368, 0.0012, 0.003, 0.0051
Si, 9.6308, 4.1596, 34.8667, -0.0024, 0.0002, -0.0004
Si, 1.4069, 6.8596, 34.9399, 0.0015, -0.0005, -0.0005
Si, 6.8787, 6.8331, 34.9104, -0.0013, -0.0013, 0.0023
Si, 4.0789, 9.541, 34.9557, 0.0021, 0.0003, -0.0018
Si, 9.4996, 9.4683, 34.983, 0.0014, -0.0005, 0.0025
Si, 2.7272, 0.0077, 3.4034, -0.0012, 0.0004, 0.0001
Si, 8.2271, 0.0055, 3.4002, 0.0021, -0.0016, 0.0022
Si, -0.0341, 2.7253, 3.4268, -0.0009, 0.0007, 0.0006
Si, 5.4951, 2.7613, 3.3916, 0.0012, 0.0005, -0.0008
Si, 2.709, 5.4711, 3.4152, 0.0015, 0.0015, 0.0004
Si, 8.2043, 5.4808, 3.4379, -0.0035, -0.0009, -0.0009
Si, 0.011, 8.212, 3.4175, 0.0015, 0.0008, -0.0004
Si, 5.4682, 8.1803, 3.4196, 0.0006, -0.0014, 0.0005
Si, 4.0804, 1.4366, 4.6991, -0.0019, -0.0015, -0.0035
Si, 9.5423, 1.3631, 4.8339, 0.0012, 0.0005, 0.0009
Si, 1.2697, 4.1608, 4.7685, -0.0019, -0.003, -0.0008
Si, 6.8536, 4.0825, 4.8126, -0.0003, 0.003, 0.0002
Si, 4.0806, 6.8162, 4.7986, -0.0016, 0.0019, 0.0029
Si, 9.5557, 6.8854, 4.7991, 0.0007, -0.0001, 0.0004
Si, 1.3764, 9.578, 4.7867, -0.0005, 0.0006, 0.0013
Si, 6.8946, 9.5479, 4.7233, -0.0033, 0.0022, -0.002
Si, -2.8708, 0.0387, 8.9649, -0.0064, 0.0066, -0.0041
Si, 5.4856, 0.0135, 5.9215, 0.0115, 0.0048, -0.0064
Si, 2.6845, 2.8125, 6.0439, -0.004, 0.0022, -0.0011
Si, 8.1559, 2.696, 6.2543, 0.0017, -0.0014, 0.0019
Si, 4.0035, 4.0986, 7.5224, 0.0023, 0.0009, 0.007
Si, 2.7296, 5.6334, 8.8887, 0.0013, -0.0034, -0.015
Si, -0.6642, 13.1279, 19.4162, -0.0057, -0.0013, 0.0001
Si, 8.2523, 8.2678, 6.2113, 0.0005, 0.0006, 0.0046
Si, 4.2235, -1.2945, 7.3448, -0.0109, -0.0094, 0.0088
Si, 2.252, -1.5233, 9.9407, 0.0027, -0.0042, 0.0044
Si, 5.7546, 2.091, 16.7801, -0.0019, 0.0034, 0.009
Si, 12.2373, 6.8988, 7.5312, -0.0037, 0.0012, 0.0068
Si, 6.6678, 12.2072, 7.4862, -0.006, 0.0032, 0.0016
Si, 4.8222, 2.1913, 8.711, 0.0029, 0.0044, -0.0014
Si, 8.023, 5.4799, 8.9642, 0.0074, -0.0132, -0.0003
Si, 9.6254, 9.6547, 7.6789, 0.0083, -0.0077, 0.0013
Si, -1.0331, 3.8171, 14.319, 0.0002, -0.0006, -0.004
Si, 12.2888, 1.6235, 17.5239, 0.0036, -0.0038, -0.0058
Si, -1.1039, 2.1194, 10.499, -0.0096, 0.0024, 0.0059
Si, 3.137, 0.3173, 8.6506, 0.0007, 0.0024, -0.0065
Si, 3.4547, 8.753, 11.9068, -0.007, 0, -0.0027
Si, 9.516, 4.088, 7.6375, -0.0095, 0.006, -0.0039
Si, 1.9077, 7.3488, 23.4181, -0.0007, 0.0007, 0.0009
Si, 5.4443, 5.4196, 6.1496, -0.0013, 0.0018, 0.0001
Si, 0.0028, -0.0126, 6.167, -0.0017, 0.0025, -0.0011
Si, 5.5984, -2.6342, 8.7442, -0.0163, -0.004, -0.0043
Si, 1.3594, 4.3373, 10.2656, -0.0043, -0.0104, 0.0053
Si, 10.7368, 0.8981, 13.2319, -0.0004, 0.0021, 0
Si, -0.1043, 5.5002, 6.2054, 0.0033, 0.0003, 0.0085
Si, 10.319, 4.9636, 11.5183, 0.0012, 0.0079, -0.0059
Si, 2.7337, 8.2152, 6.1686, 0.0057, -0.0008, 0.0011
Si, 5.8946, 14.8991, 10.9889, -0.0058, -0.0038, -0.0052
O, 10.5368, 26.6949, 13.1739, -0.003, -0.0047, 0.0035
O, 32.8757, 10.3293, 25.5549, 0.0011, 0.001, -0.0005
O, -10.1901, -4.7312, 23.3943, -0.0002, -0.0001, 0.0022
O, 9.4712, 4.8306, 23.5581, -0.001, -0.0007, 0.0022
O, 5.398, -25.5934, 25.864, -0.0023, 0.0021, 0.0029
O, -21.8533, -5.3284, 18.104, -0.0004, -0.0015, 0.002
O, -4.5047, 20.7848, 11.6222, 0.003, -0.0024, -0.007
O, 1.9396, -12.4934, 27.2267, 0.0042, -0.0046, 0.0109
O, -30.1899, 7.3937, 21.9585, -0.0006, 0.0002, 0.0003
O, 9.4098, 14.5284, 11.1538, 0.0007, -0.0077, 0.0006
O, 0.8292, -3.6149, 19.9762, -0.0008, -0.0007, 0.0012
O, 3.5069, 12.5147, 14.4224, 0.0022, 0.0021, 0.0026
O, -15.895, 11.2692, 24.7661, -0.0013, 0.0023, 0.0014
O, 15.2898, 10.0087, 17.8982, -0.0001, 0.0029, 0.0004
O, 46.8322, 38.7598, 19.71, -0.0004, -0.0012, 0.0014
O, -30.3268, 19.2158, 17.1735, -0.0005, 0, 0.0007
O, -14.7242, -3.3031, 16.3168, -0.0004, -0.0005, 0.0022
O, -37.4048, 30.2301, 13.8632, 0.0007, 0.0019, 0.0022
O, 2.3267, 3.6209, 11.4687, 0.0012, 0.0033, -0.0013
O, -2.4107, -9.6015, 9.9114, 0.0066, 0.0003, 0.0036
O, 17.7954, 14.1238, 17.3193, -0.0022, -0.0031, -0.0013
O, -8.5396, 13.3285, 24.7301, -0.0008, -0.0003, -0.0009
O, 9.7002, 6.3502, 28.1088, 0.001, -0.0012, -0.0023
O, 28.6447, -6.0649, 9.943, 0.0033, 0.0042, -0.0025
Si, 8.1175, 21.0138, 28.9063, 0.0136, -0.0041, 0.0145
Si, 5.5295, 9.478, 12.9452, -0.0027, -0.0018, -0.0042
Si, -2.8249, 25.8125, 23.5678, -0.0006, 0.0017, 0.0008
Si, -21.615, -19.0453, 8.7971, 0.012, 0.0042, -0.0009
Si, -17.7541, 0.4867, 18.6571, -0.001, -0.0013, 0.0032
Si, -14.7057, 20.1713, 10.2779, 0.0071, 0.0033, 0.0222
Si, -0.1374, 27.9103, 19.6922, -0.0025, 0.0047, 0
Si, 15.8313, 11.8601, 21.5812, 0, -0.0005, 0.0026
Si, 24.0996, 23.6456, 23.2231, 0.0005, -0.0024, 0.0034
Si, 14.72, 8.518, 18.1383, -0.0015, -0.001, 0.0013
Si, 1.4465, 1.3656, 7.4076, 0.0004, -0.0034, -0.0011
Si, -15.9464, 5.7191, 22.1591, -0.0005, 0.0025, 0.003
Si, 14.6924, -14.35, 9.8924, 0.0034, 0.0034, -0.0007
Si, 6.5507, 33.3391, 14.9714, 0.0036, -0.005, -0.0043
Si, -10.8141, 8.2863, 9.0738, 0.0009, 0.0012, -0.0104
Si, 1.9717, 7.4823, 13.1358, 0.0046, 0.0037, -0.0049
Si, 18.933, -14.4351, 20.3568, -0.0008, 0.0014, 0.003
Si, -1.5599, 28.8166, 10.3109, -0.0013, 0.0021, 0.0097
Si, -4.1015, 6.815, 7.4378, -0.0057, 0.0044, -0.0085
Si, -4.9755, -0.9048, 23.6997, -0.0005, -0.0027, 0.0003
Si, -4.4098, 4.1791, 18.5947, -0.0016, 0.0016, 0.0021
Si, 4.0708, 10.2516, 29.859, 0.0108, 0.005, 0.0114
Si, 22.9521, 3.3254, 20.7736, 0.0042, 0.0039, 0.0072
Si, -5.4895, 33.1588, 26.3211, 0, -0.0054, 0.0019
Si, -16.6319, 30.0208, 27.2238, 0.0024, -0.0083, 0.0038
Si, -4.0456, 18.9044, 28.8922, -0.0035, -0.0038, 0.0019
Si, -5.1354, 23.0612, 29.805, -0.0045, 0.0015, 0.0005
Si, -18.0215, 15.5124, 20.1092, 0.0013, 0.0029, 0.0018
Si, 12.9435, -13.1962, 15.6875, -0.0011, -0.0011, 0.0009
Si, 10.4096, 8.9093, 14.202, 0.0008, -0.0003, -0.0006
Si, 13.2118, -10.3506, 14.7639, -0.0021, -0.0033, -0.002
Si, -6.7877, 24.905, 14.7589, -0.0046, 0.0052, -0.0018
Si, -14.4067, -13.2759, 15.0524, -0.001, -0.0021, -0.0015
Si, -7.5802, 4.8654, 30.8258, 0.0022, 0.0029, -0.0024
Si, -3.8135, 3.0066, 13.6182, 0.0045, 0.0039, -0.0058
Si, -7.7595, 4.6425, 12.4349, -0.0023, -0.0011, -0.005
Si, 19.7081, 8.9062, 22.8631, 0.0001, -0.0007, 0.0012
O, -1.0168, -17.7854, 26.6571, 0.001, -0.0021, 0.0009
O, 11.327, 19.8954, 15.5769, 0.0002, 0.0005, 0.0031
O, 12.2367, 2.7804, 22.3161, -0.0031, 0.0021, -0.0033
O, -6.014, -6.7941, 18.9612, -0.0004, -0.0003, 0.0011
O, -17.7677, 0.4057, 20.264, -0.0008, 0.0008, -0.0011
O, -8.1406, 31.8925, 15.1268, 0.0004, 0.0022, 0.0016
O, -9.2466, 40.8146, 29.5674, -0.0055, -0.0023, 0.0014
O, -11.5472, 24.1227, 14.0747, 0.0002, -0.0002, 0.0025
O, -11.6616, -4.4429, 25.566, -0.0005, -0.0003, 0.0019
O, 1.3933, 11.5373, 13.402, -0.0009, 0.0011, 0.0024
O, -11.5064, 15.2587, 15.8056, 0.0002, 0.0004, 0.0041
O, 23.234, -10.5535, 23.357, 0.0002, 0.0026, 0.0021
O, -15.0457, 39.3476, 21.0709, -0.0006, 0.0001, 0.0014
O, -5.9578, 7.4618, 17.8392, 0.0004, -0.0004, 0.0015
O, 46.8136, -14.8583, 24.5225, -0.0014, 0, 0.0018
O, 38.1492, -15.0892, 23.1961, 0.0006, -0.0016, 0.0007
O, 3.2527, 26.028, 14.0015, 0.0024, -0.0033, 0.0055
O, 21.9704, 22.9426, 18.4482, -0.0006, 0.0035, 0.0038
O, 19.3603, 19.6695, 21.2731, -0.0004, -0.0002, 0.001
O, 2.3964, -14.4575, 14.7237, -0.0018, 0.001, 0.0048
O, -17.1808, 15.752, 11.7786, -0.0004, 0.0009, 0.0027
O, -13.6003, 14.8986, 14.2493, -0.0034, -0.0002, 0.0023
O, -4.1358, 26.6189, 23.0976, -0.0007, 0.0002, 0.0024
O, 20.6758, 14.2661, 18.3191, 0.0001, -0.0022, 0.0035
O, 14.7435, 7.6787, 27.9007, -0.0039, -0.0009, 0.0014
O, -31.5638, 25.145, 17.443, -0.0006, -0.001, 0.0037
O, 17.8696, 25.1813, 12.0488, 0.0032, -0.002, 0.0073
O, 0.3536, -27.9979, 20.6915, 0.0003, -0.0055, 0.0024
O, 6.9313, 27.5302, 18.0565, -0.0002, -0.001, 0.0019
O, -1.6694, 29.3208, 23.3589, -0.0008, 0.0004, 0.0025
O, -0.9062, -11.4474, 13.6985, -0.0002, -0.0002, 0.0009
O, -14.4986, 29.9235, 18.965, -0.0008, -0.0004, 0.0009
O, 5.4165, 45.0701, 18.173, -0.0003, 0.0009, -0.0017
O, 8.12, 2.226, 27.4363, -0.0002, -0.0003, 0.0025
O, 13.1736, -4.9487, 12.4991, -0.0004, 0.0011, 0.003
O, -4.7759, 12.8135, 21.1575, 0.0002, 0.0006, 0.0012
O, 3.7339, 56.2354, 22.5782, -0.0005, 0.001, 0.0018
O, 37.5319, 4.8572, 21.479, -0.002, -0.0009, 0.0009
O, -5.4954, 10.8028, 13.9218, 0.0028, 0.0019, 0.0059
O, -32.1717, -7.0005, 28.9795, 0.0015, 0.0025, -0.0013
O, -3.5583, 25.6715, 19.9519, -0.0002, -0.0002, 0.0005
O, 18.3505, -0.7591, 15.5459, -0.0023, 0.0057, 0.0025
O, -2.0383, 12.5959, 20.1838, 0.0048, 0.0008, -0.0009
O, 9.932, 20.9708, 23.1276, -0.0011, 0.0006, 0.0018
O, -20.6425, -24.0463, 23.7731, -0.0004, 0.0003, 0.0021
O, -19.211, 25.3291, 20.2583, -0.0047, -0.0015, 0.0017
O, -2.6644, 62.7932, 10.839, 0.0006, -0.0021, -0.0039
O, 23.1889, 1.0649, 15.9983, -0.001, 0.0024, 0.007
O, 18.4475, 23.3358, 13.9945, -0.0038, 0.0007, 0.0051
O, 14.1647, 19.4416, 19.6689, -0.001, 0.0006, 0.002
O, 37.5278, 30.9563, 24.1256, -0.0006, 0.001, 0.0033
O, 12.1399, 16.5342, 27.1487, -0.002, 0.0012, 0.0021
O, -3.0953, 25.3142, 25.1093, -0.001, -0.0004, 0.0027
O, 7.5534, 4.8413, 27.518, 0.002, 0.0023, 0.0047
O, -32.4363, 18.9615, 13.1099, 0.0001, 0.0006, 0.0023
O, 30.1719, -8.1565, 22.4221, 0.0002, -0.0006, 0.0006
O, 5.6258, 10.5654, 22.2187, -0.0008, 0.0011, 0.0016
O, -5.7363, 13.6249, 10.2459, 0.0012, 0.0024, 0.0041
O, 19.9057, 30.0873, 14.5057, -0.001, 0.0002, 0.0025
O, -12.5936, 28.3541, 20.0591, 0.0009, -0.0008, 0.0014
O, -8.2575, -7.5473, 27.2065, -0.0003, 0.0001, 0.0026
O, 54.2061, 23.0165, 11.6565, -0.0001, -0.0001, 0.0045
O, -30.0881, 1.1534, 18.2062, -0.003, 0.0019, 0.0013
O, 5.6708, -29.5123, 14.263, -0.0024, -0.002, 0.0035
O, 4.1104, 23.156, 26.4358, 0.0006, 0.0003, 0.0012
O, -6.5673, 13.8979, 16.3737, 0.0021, -0.0006, -0.001
O, -31.3107, 55.7706, 26.9445, 0.0014, 0.0028, -0.0005
O, 5.1047, 9.744, 26.816, -0.0007, 0.0079, -0.0026
O, -3.5204, 31.1729, 23.6909, -0.0003, 0.0006, 0.0022
O, 2.9974, 16.035, 29.2061, -0.0015, -0.0001, 0.0045

Results
free energy: -158345.535 eV
free energy less fixed offsets of O -568.88, Si -635.61 eV per atom: 4.835 eV

The program warned: the cutoff lies below the one the program advises for these potential files; the exchange-correlation potential is rough where the density is thin.
